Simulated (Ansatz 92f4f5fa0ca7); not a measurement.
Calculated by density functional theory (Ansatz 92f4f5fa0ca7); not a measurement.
Periodic cell of 256 atoms, Si144O112, from a study of silicon, its oxide and their interface. The atomic structure is a simulated model.

Settings: functional r2SCAN; potential files Ansatz PAW; basis plane waves; wave-function cutoff 800 eV; density cutoff ratio 5; exchange-correlation grid ratio 1; k mesh 1 x 1 x 1, shifted by 0.5 0.5 0 of a step; self-consistency stop 1e-10 eV per atom in the density residual; occupations fixed; spin none; net charge 0.

Cell vectors (angstrom)
a 10.88 0 0
b 0 10.88 0
c -2.624 -4.872 36.0009

Atoms and the computed forces on them: element, x, y, z (angstrom), force x, y, z (eV/angstrom)
Si 1.084 -1.0717 -0.1468 -0.0131 0.0376 0.1926
Si 4.0497 1.4702 -0.1019 -0.0078 -0.0481 0.1328
Si 0.8345 4.6734 -0.0195 0.0349 -0.0096 0.1666
Si 4.529 -4.4062 0.1282 -0.0101 -0.0323 0.1044
Si -3.5365 -1.8811 0.0023 0.0041 0.0443 0.1956
Si -1.1656 1.1613 -0.0183 0.0191 -0.0362 0.152
Si 6.5779 4.0632 0.375 -0.0139 0.0399 0.1386
Si -1.3891 -4.0785 0.3902 0.0038 0.0005 0.1027
Si 2.6727 0.067 1.2018 -0.0036 -0.0131 -0.0391
Si 5.3231 2.5779 1.556 0.062 0.0459 0.0033
Si 2.6609 -5.3504 1.2716 -0.0076 -0.0076 0.0446
Si 5.5997 -2.7573 1.363 -0.0515 -0.0161 -0.0101
Si -2.6558 -0.0908 1.3099 0.001 0.0331 0.0109
Si -0.0569 2.8342 1.2381 0.0143 -0.0142 0.0388
Si 8.1244 5.3563 1.572 0.0436 0.0355 0.0222
Si 0.0813 -2.6145 1.4076 -0.0608 -0.0406 0.0356
Si 1.3385 1.44 2.6167 -0.0114 -0.0174 0.0544
Si 3.9422 4.0821 2.7238 0.0255 -0.0094 0.0472
Si 1.4332 -3.9979 2.7335 0.0021 -0.0066 0.017
Si 4.1101 -1.3247 2.567 0.0181 -0.0049 0.0436
Si 6.8289 1.2339 2.7203 -0.0342 0.0293 0.0403
Si 9.5386 4.0168 2.8076 -0.0328 0.0145 0.0286
Si 6.7957 6.7803 2.8618 -0.0146 -0.0202 0.0573
Si -1.3122 -1.3201 2.7833 0.0047 -0.0099 0.0374
Si 0.0259 0.0826 4.0707 -0.0114 -0.023 -0.0178
Si 2.6585 2.7197 4.0991 0.0073 0.0124 -0.027
Si 0.0485 -5.4229 4.0632 -0.0015 0.0133 -0.0066
Si 2.798 -2.6593 4.0509 -0.0303 0.0138 -0.004
Si 5.4388 -0.0584 4.0639 0.016 0.0059 -0.0245
Si 8.1522 2.6463 4.0966 -0.0034 0.0029 0.0107
Si 5.363 5.4139 4.1019 0.0209 0.0074 -0.0201
Si 8.1964 -2.7101 4.1324 0.0123 -0.0033 -0.0015
Si 1.3426 -1.3462 10.9025 0.0095 -0.0139 0.0134
Si 4.0797 1.372 10.8816 -0.0081 0.0161 0.0148
Si 1.3422 4.0803 10.833 0.0037 0.0249 0.0105
Si 4.1328 -4.0874 10.8528 -0.0127 -0.0123 0.005
Si 6.7969 -1.3926 10.8273 0.0165 0.0134 0.0102
Si -1.3213 1.3629 10.8553 -0.0196 -0.0093 0.0054
Si 6.8172 4.1201 10.9315 0.0085 -0.025 0.0191
Si -1.3792 -4.097 10.9251 -0.0043 0.0101 0.0182
Si 2.7074 0.0275 12.243 -0.011 -0.0055 -0.0344
Si 5.4389 2.7446 12.2375 -0.0004 -0.0066 -0.0192
Si 2.7543 5.4074 12.1461 -0.002 0.0087 -0.0685
Si 5.48 -2.7386 12.242 -0.005 0.0028 -0.0606
Si -2.6954 -0.0433 12.135 -0.0021 0.0101 -0.0569
Si -0.0075 2.7581 12.2377 0.0106 -0.0267 -0.0426
Si 8.1652 5.4561 12.3669 -0.0112 0.002 -0.0114
Si -0.0233 -2.7248 12.2602 0.014 0.0083 -0.0274
Si 1.3959 1.4318 13.5979 -0.0306 -0.0242 -0.0055
Si 4.0727 4.0889 13.599 0.0094 0.0125 0.0017
Si 1.4029 -4.1194 13.4881 -0.0048 -0.009 -0.0027
Si 4.0584 -1.3729 13.5399 0.0144 -0.0008 0.0029
Si -4.0462 1.3293 13.457 -0.0045 -0.0156 -0.0076
Si -1.3704 4.0499 13.7112 0.018 0.0003 0.0399
Si 6.8233 -4.0296 13.744 -0.0312 -0.0092 0.0338
Si -1.4024 -1.3659 13.6026 0.03 0.0324 -0.0125
Si -0.2337 0.2633 14.7788 -0.0042 0.0265 -0.1737
Si 2.5545 2.9619 15.0024 -0.0408 0.0095 -0.2329
Si 0.3511 -5.6816 14.8551 -0.0134 -0.069 -0.1902
Si 2.9056 -2.9534 14.8365 0.052 -0.0142 -0.1965
Si 5.6392 -0.1715 14.7529 -0.0064 -0.042 -0.1561
Si -2.5492 2.357 14.9199 0.0934 0.0245 -0.2073
Si 5.1234 5.7145 14.9136 0.0106 0.0575 -0.1881
Si -2.9913 -2.3431 15.0709 -0.0344 -0.0259 -0.2238
Si 2.2363 5.1512 -8.0267 0.027 -0.0619 0.1075
Si 3.8961 1.0898 17.0562 -0.0393 0.0023 -0.2826
Si 1.6623 4.0406 24.7708 0.0125 -0.016 -0.0564
Si 5.4714 2.0797 -5.2217 -0.0256 0.0094 0.161
Si 7.0462 0.9965 24.7713 0.0364 -0.0032 -0.0202
Si 3.0782 2.9796 -9.5649 0.0026 -0.024 0.0727
Si 5.8442 -0.2281 -2.116 0.0177 0.0004 0.1637
Si 4.782 -2.1543 21.0186 0.0027 -0.0086 -0.1443
Si 0.8788 4.8676 20.0518 -0.0269 0.0405 -0.1946
Si 5.4551 0.5895 19.6681 -0.006 0.0014 -0.2076
Si 1.5464 -1.1925 -3.2308 0.0702 0.0184 0.1849
Si -2.3665 0.942 19.5823 -0.0128 0.04 -0.1619
Si 0.7601 -0.1573 22.1784 -0.0175 0.0084 -0.163
Si 1.6016 -1.0848 16.9395 0.0133 0.0301 -0.2667
Si 7.6668 0.167 -6.3207 -0.0544 -0.0199 0.1878
Si -0.8323 -1.6266 -5.1911 0.015 0.0097 0.1707
Si 4.297 -2.2061 -4.1679 0.0204 0.0175 0.2288
Si 5.8778 5.3705 17.864 0.0311 -0.0072 -0.2116
Si -0.6399 -4.5609 -8.2291 -0.0486 0.0237 0.1284
Si 1.2201 -2.6976 23.6492 -0.0427 0.0248 -0.101
Si 5.2908 4.8541 22.6076 -0.0527 0.0004 -0.1549
Si 7.3054 4.048 24.3721 0.0121 0.0069 -0.0411
Si 3.0545 2.4928 -6.8929 0.0606 -0.0792 0.2326
Si -2.2185 0.0834 22.3253 -0.0075 -0.0171 -0.1632
Si 8.1571 -3.315 18.0355 0.0119 -0.0356 -0.2515
Si 1.5175 -1.0466 -10.3853 -0.0194 -0.0074 0.0374
Si 5.9798 -2.3854 -6.709 0.0044 0.0211 0.2129
Si -0.6687 -5.4016 17.6016 -0.0356 0.0418 -0.1779
Si -0.8015 0.3033 -9.7543 -0.0028 -0.0231 0.0571
Si 7.6718 -2.4899 20.8949 0.0533 -0.0227 -0.1876
Si 4.6909 -4.0267 -8.976 0.0256 0.071 0.1125
Si 4.2443 2.0867 21.9915 0.0111 -0.0149 -0.1391
Si -0.6038 -3.6233 21.3261 -0.0269 0.0215 -0.1695
Si 3.5882 -4.5514 24.7081 0.0005 0.0036 -0.0363
Si -2.5315 -4.2322 -5.8105 -0.0443 0.0124 0.1875
Si 3.8821 -4.8641 20.1217 -0.0008 -0.0163 -0.2
Si 0.0862 -1.0456 19.5758 0.0122 -0.0293 -0.1869
Si 7.7238 2.2732 -2.0428 0.0079 -0.034 0.1872
Si 4.4752 -0.4291 23.635 -0.016 -0.0193 -0.1335
Si 7.7917 1.8409 -8.9966 0.0147 -0.06 0.1354
Si 2.7078 1.5646 -4.2009 0.0048 -0.0042 0.177
Si 1.495 2.7476 21.9349 -0.0234 0.019 -0.1373
Si 4.7829 -4.8419 -2.7203 -0.0118 -0.0175 0.1795
Si 0.1592 -1.6527 -7.9459 -0.0038 -0.0162 0.1813
Si 7.9729 3.3261 17.7193 -0.0197 0.0072 -0.2168
Si 7.0934 4.4372 -3.9607 -0.0592 -0.0287 0.2043
Si 5.9867 4.1182 -9.5711 -0.0403 0.0042 0.0155
Si 2.7379 3.6544 -2.1481 0.0131 0.023 0.1691
Si 1.3957 -1.3164 5.3932 0.0146 0.002 0.0204
Si 4.0863 1.351 5.3991 0.0067 0.0135 0.0167
Si 1.3475 -6.7859 5.4746 -0.0118 0.0046 0.0111
Si 4.0729 -4.0589 5.4621 -0.0054 -0.0046 0.0154
Si 6.795 -1.3749 5.4706 0.003 -0.0156 0.0079
Si 9.5237 1.3542 5.4841 -0.0035 0.0079 0.0025
Si 6.775 4.0453 5.4107 0.0114 -0.0037 0.0073
Si 9.5638 6.7939 5.4412 -0.0108 -0.0055 0.0251
Si 2.7404 0.0064 6.7813 -0.0162 0.0072 -0.0028
Si 5.4355 2.7018 6.7912 -0.0089 0.0043 0.0094
Si 2.7141 -5.4212 6.8251 0.0121 0.001 0.0113
Si 5.4458 -2.7307 6.8301 0.0165 -0.0175 -0.0009
Si 8.1558 -0.007 6.8301 0.0146 0.001 0.0063
Si -0.0155 2.7378 6.8292 -0.0045 0.0038 0.0091
Si 8.1657 5.4178 6.7513 -0.0117 0.0025 0.0297
Si 0.04 -2.6978 6.7729 -0.0037 0.0082 0.0212
Si 1.3767 1.3575 8.1362 -0.0014 0.0099 -0.0097
Si 4.0913 4.0764 8.1559 -0.0031 0.0177 -0.0138
Si 1.3601 -4.0507 8.1802 -0.0005 -0.0245 -0.0133
Si 4.0735 -1.3531 8.165 0.0129 0.0063 -0.0011
Si 6.7999 1.3731 8.1806 0.0047 -0.011 -0.0072
Si -1.3838 4.0933 8.1706 0.0254 -0.0154 0.0025
Si 6.8288 -4.1083 8.133 -0.0198 0.0076 -0.0039
Si 9.5373 -1.3781 8.1566 -0.0231 0.0052 -0.017
Si 0.0208 -0.0005 9.496 -0.0084 0.0091 -0.009
Si 2.7187 2.7141 9.5041 -0.0117 0.0031 -0.0089
Si -0.0228 -5.4167 9.5186 -0.0013 0.0109 -0.0178
Si 2.7286 -2.706 9.5515 -0.0009 0.0059 -0.0197
Si 5.4328 0.0045 9.5197 0.0056 -0.0123 -0.0135
Si 8.1576 2.7393 9.5545 -0.0107 0.0099 -0.0216
Si 5.4781 5.4295 9.5033 0.0018 -0.0021 -0.0101
Si 8.1752 -2.7573 9.5061 0.0092 -0.0078 -0.0163
O 5.5704 5.0282 16.3145 0.0041 -0.0351 0.1694
O -2.2062 -3.5684 21.5602 -0.0035 -0.0262 0.0741
O 4.9366 5.291 21.1062 0.05 -0.0413 0.0979
O 0.0463 -1.4054 -3.8341 -0.0821 -0.0113 -0.1165
O -0.0286 0.08 -0.4626 0.0105 0.0026 -0.0879
O 0.4377 -0.3963 16.0859 0.0274 -0.0508 0.134
O 4.6429 2.2787 -6.6015 -0.0372 0.0135 -0.1092
O 3.7202 -3.274 20.4922 0.0038 0.0372 0.0652
O -0.3518 -5.1132 -0.3971 0.0357 -0.0211 -0.0591
O -2.6067 0.6544 23.7712 -0.0198 0.0274 0.0907
O 3.8377 0.9031 23.0029 -0.0118 -0.016 0.0532
O 5.5083 5.1849 -0.1137 -0.0492 0.0071 -0.0633
O 3.4281 2.6262 -1.0852 -0.0349 0.0617 -0.0834
O 1.425 4.0778 15.3963 -0.0088 0.0085 0.0872
O -1.356 1.3143 15.3339 -0.0025 -0.0064 0.0751
O 5.3836 1.5589 20.9723 0.0096 0.0394 0.0978
O 6.0478 3.5462 -4.8319 -0.0202 -0.0164 -0.0804
O -2.2037 2.3074 18.7448 0.0352 -0.0818 0.1061
O 6.2508 5.3577 -2.9098 0.0388 -0.0095 -0.087
O 2.0174 0.3432 -3.4265 -0.0112 0.02 -0.0632
O 6.6983 2.5664 24.5958 -0.026 0.0043 -0.0061
O 2.1409 4.2963 -9.4114 -0.0312 0.0166 -0.0616
O 0.3157 -1.7038 -6.3472 0.0317 -0.0026 -0.1026
O 5.5715 -1.0881 -10.8378 0.0161 0.005 0.0245
O 2.9544 2.3914 -11.0276 -0.0161 -0.021 0.0064
O 7.009 0.4186 19.2496 -0.0115 -0.0262 0.0623
O 5.8922 -0.0095 24.2776 0.0148 -0.0039 0.0366
O -0.2985 -2.4015 20.3324 0.0073 -0.0307 0.065
O 2.2008 -2.3674 16.1766 -0.0617 0.0238 0.1399
O 2.2529 1.661 -5.7537 -0.0146 0.0311 -0.149
O 2.6581 4.0815 -6.8607 -0.0209 0.0656 -0.0778
O 5.0249 0.5963 16.0306 -0.0297 0.0573 0.1357
O 6.7116 -1.249 15.3364 -0.003 0.0016 0.0863
O 4.0249 -4.028 15.3411 -0.0055 -0.0075 0.083
O -0.928 -5.2753 -9.6553 -0.0048 -0.0311 -0.0385
O -0.7645 -0.5799 22.4834 -0.0088 -0.0103 0.0782
O 1.4189 4.2718 -1.4712 0.0317 -0.0121 -0.1301
O -1.6138 1.6966 -9.7041 0.0068 0.0216 -0.0333
O 8.0585 5.4045 -4.8146 0.0737 0.0686 -0.1084
O 3.195 2.4076 16.4085 0.0412 -0.018 0.163
O -0.1924 -5.0373 20.7249 -0.0177 0.0006 0.0755
O 6.7778 1.0289 -9.9596 -0.0224 -0.0032 -0.0234
O 0.9177 1.3884 22.5882 -0.0044 0.0131 0.0688
O 4.6286 -3.7722 -3.9141 0.0087 0.0084 -0.0847
O 4.7105 -4.8908 23.5983 0.0084 0.0227 0.0524
O 2.2148 2.8928 -3.4533 -0.0204 -0.0254 -0.113
O 3.3854 -4.6072 -8.2114 0.0046 0.0084 -0.0259
O 0.5189 4.8343 18.4754 0.0652 -0.0228 0.1029
O 0.2481 -3.4983 22.6684 0.0319 -0.0218 0.09
O 1.6324 -1.2665 22.9692 0.0265 -0.033 0.0607
O -1.7871 1.6709 -1.4403 -0.0422 0.0189 -0.1292
O 1.6527 3.7637 23.1795 0.0248 0.0408 0.0859
O 5.3244 -2.8454 -8.0942 -0.0451 -0.0424 -0.122
O 0.7121 0.3852 -10.3687 0.014 0.0168 -0.0168
O -2.4533 -2.6427 16.5836 0.0257 -0.0003 0.2054
O 4.4485 -3.8964 -1.4259 0.0373 0.0044 -0.0945
O -1.5685 -0.8777 -10.5764 -0.0288 0.0029 -0.0159
O 7.0349 3.1495 -0.8803 0.0266 -0.0381 -0.1007
O 4.8354 -0.8784 20.0065 -0.0227 -0.0376 0.051
O 3.0209 -1.0086 -10.8966 -0.008 0.0193 0.0108
O 4.5519 -1.5948 22.5183 -0.0182 0.0309 0.1149
O -0.6552 -2.9578 -8.4427 -0.011 0.0077 -0.0678
O -1.7734 -4.8551 -7.1075 0.0684 -0.0464 -0.1285
O 7.9618 1.2067 -7.5216 0.0262 0.0577 -0.1279
O 0.9226 -1.539 18.3071 -0.0572 -0.0182 0.1635
O 7.9606 -2.3223 19.2941 -0.0319 0.085 0.1408
O 4.7899 0.3467 -1.0298 0.0412 -0.043 -0.0624
O 2.5157 -3.5784 23.9896 0.0378 -0.0281 0.0275
O -0.6728 -0.2973 -8.2498 -0.0088 0.0359 -0.0438
O 6.8308 -4.2136 17.9162 -0.0371 -0.0001 0.081
O 6.8366 -1.2978 -1.4206 -0.0287 -0.002 -0.1156
O 2.6857 1.9374 -8.3733 -0.0181 0.0145 -0.0916
O 4.513 -5.1591 18.6521 -0.0781 0.0245 0.1085
O -1.9121 -0.4183 -5.4951 -0.0236 0.028 -0.0566
O 2.405 5.373 20.2304 0.0207 -0.0149 0.0787
O 2.8993 2.445 21.1861 0.0135 -0.0029 0.0465
O 4.6058 3.381 -9.2222 0.0445 0.006 -0.0157
O 2.7765 -0.0411 17.2317 0.0099 -0.0012 0.1093
O 6.703 4.0728 18.4087 -0.0067 0.0014 0.1047
O 0.6279 3.4299 20.7568 -0.0006 -0.0544 0.0767
O -0.1213 -4.8615 16.1825 -0.0145 0.0248 0.1535
O -1.4068 -4.1918 18.3628 0.0118 0.0099 0.1112
O 5.0692 -1.0986 -3.2421 -0.0108 -0.0466 -0.1223
O 7.7167 -1.0903 21.717 -0.0029 0.0493 0.066
O 6.91 -1.0989 -6.9692 0.0185 0.0109 -0.071
O 6.1851 3.941 -11.1556 -0.0115 -0.0231 0.0203
O 6.6562 0.9829 -5.3371 0.0605 -0.0324 -0.0823
O -1.6207 -3.0534 -5.1352 0.001 -0.0198 -0.0411
O 7.2423 3.3667 -8.8513 0.0144 0.0302 -0.0135
O 3.7351 4.8108 -2.6528 -0.0077 0.0113 -0.0777
O 1.5128 -1.6066 -8.8441 0.0267 0.0029 -0.0473
O 4.3472 1.5452 -4.1482 0.0194 -0.0005 -0.0521
O 4.2717 -3.357 -10.3969 -0.0156 -0.009 -0.0313
O 2.6907 -2.06 -3.9833 -0.0204 -0.0359 -0.0797
O 1.5471 -1.5763 -1.6394 0.0067 -0.0301 -0.1624
O 8.029 3.3312 -3.2201 0.0119 0.0664 -0.1099
O 4.7974 -1.9616 -5.6835 0.0359 0.0111 -0.1287
O 4.6431 3.3873 22.843 0.0194 0.0119 0.0767
O 5.8117 -5.1986 -9.1742 0.0365 -0.0098 -0.0198
O 4.6085 1.3108 18.4852 0.0639 -0.0034 0.1825
O 7.5249 2.6476 16.3134 -0.0535 0.0105 0.1501
O 1.0516 -0.2172 20.5816 0.0293 0.0399 0.0992
O -1.7837 4.3774 17.2598 0.0121 -0.0093 0.0394
O 6.9046 -3.593 -6.1585 -0.0172 -0.0187 -0.0633
O -1.9697 3.9973 24.6136 0.04 -0.0176 -0.0148
O -2.2163 1.2401 21.1791 -0.0021 0.0005 0.1097
O 6.7559 1.0609 -2.5433 -0.0042 0.0026 -0.0959
O 6.8718 4.6182 22.9083 0.0126 -0.0094 0.0374
O 6.1607 -2.9982 21.0274 -0.024 -0.021 0.0657
O 0.8134 -5.0485 -7.6939 0.0062 0.0167 -0.0217
O -2.4349 -3.0539 -0.4049 -0.0212 0.0353 -0.0577
O -1.2001 -0.1248 19.1777 -0.0131 0.0133 0.0522

Results
free energy: -155991.437 eV
free energy less fixed offsets of O -570.45, Si -639.56 eV per atom: -4.397 eV

The program warned: the cutoff lies below the one the program advises for these potential files; the forces do not sum to zero within the program's tolerance; empty levels may hold ghost states of the PAW files; the exchange-correlation potential is rough where the density is thin.
